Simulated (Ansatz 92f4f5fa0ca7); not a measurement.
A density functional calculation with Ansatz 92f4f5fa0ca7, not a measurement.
Periodic cell of 442 atoms, Si288O154, from a study of silicon, its oxide and their interface. The atomic structure is a simulated model.
Doubt: the cutoff is far below the 930 eV that the study's wrapper takes by default for these files, so forces and energies are approximate.

Settings: functional PBE; potential files Ansatz PAW; basis plane waves; wave-function cutoff 580 eV; density cutoff ratio 5; exchange-correlation grid ratio 1; k mesh 1 x 1 x 1, Gamma-centred; self-consistency stop 5e-08 eV per atom in the density residual; occupations fixed; spin none; net charge 0.

Cell vectors (angstrom)
a	15.4687	0	0
b	0	15.4687	0
c	7.2768	1.9955	33.3388

Atoms and the computed forces on them: element, x, y, z (angstrom), force x, y, z (eV/angstrom)
Si	7.108	2.304	24.3773	-0.0006	-0.0022	0.0084
Si	7.2983	5.4624	24.4228	0.0031	-0.0031	-0.0109
Si	7.3046	10.0254	24.3859	-0.0011	-0.0038	0.013
Si	7.2784	-2.2773	24.4279	-0.0065	-0.0069	-0.0141
Si	11.0106	2.4274	24.5559	-0.0018	-0.0032	0.011
Si	11.1833	5.5791	24.5818	-0.0007	-0.0021	-0.0095
Si	11.0313	10.198	24.403	0.0069	-0.0085	0.0212
Si	11.3645	-2.1104	24.4998	0.003	-0.0028	-0.0184
Si	14.813	2.4909	24.4243	0.0001	-0.0044	0.005
Si	15.1122	5.6581	24.5882	0.0023	0.0009	-0.0086
Si	15.135	10.1213	24.5009	0.0013	-0.0005	0.0101
Si	15.3098	-2.2109	24.5673	0.0024	-0.0083	-0.0178
Si	3.2888	2.806	24.5835	-0.0011	-0.0015	0.0075
Si	3.3714	5.2799	24.6851	0.0022	0.0015	-0.001
Si	3.3215	9.9214	24.5657	0.0008	0	0.0108
Si	3.4005	-2.4135	24.6047	0.0005	-0.008	-0.0209
Si	9.0519	2.046	25.7851	0.0009	0.006	-0.0039
Si	9.1893	5.8496	25.8066	0.0005	0.0009	0.0047
Si	9.1853	9.804	25.8079	0.0001	0.0088	-0.0049
Si	9.2786	-1.8365	25.6748	-0.0009	0.0038	0.0082
Si	12.9783	2.0607	25.8285	-0.0006	0.0078	-0.0036
Si	13.1246	5.9051	25.8625	-0.0008	0.0015	0.0042
Si	13.0677	9.758	25.6331	-0.0067	0.0102	-0.0094
Si	13.2727	-1.8444	25.8073	0.001	0.0033	0.0076
Si	16.8238	2.05	25.7255	-0.0013	0.0038	-0.0023
Si	16.9722	5.8037	25.9904	-0.0007	0.001	0.0047
Si	16.9325	9.757	25.9745	-0.0007	0.0065	-0.0075
Si	17.0673	-2.0076	26.0582	-0.0033	0.0067	0.0124
Si	5.218	2.0642	25.7714	0.0019	0.0037	-0.0018
Si	5.3757	5.7767	25.8084	-0.0027	0.003	0.0046
Si	5.3615	9.6851	25.7373	-0.002	0.0062	-0.0074
Si	5.3813	-1.9747	25.7955	0.0008	0	0.0069
Si	9.1554	3.9425	27.2213	-0.0018	-0.004	-0.0039
Si	9.1972	7.8244	27.1264	-0.0004	-0.0012	0.0008
Si	9.226	11.7382	27.1666	-0.0012	-0.0084	-0.0028
Si	9.185	0.0741	27.0923	-0.0004	0.0013	-0.0005
Si	13.0575	3.9656	27.2428	0.0005	-0.0047	-0.0038
Si	13.0704	7.8786	27.1241	0.0012	-0.0013	0.0021
Si	13.1291	11.6513	27.1416	0.0012	-0.0072	-0.0028
Si	13.1018	0.094	27.1489	-0.0003	-0.0011	0.0006
Si	16.8688	3.8603	27.2913	-0.0004	-0.0021	-0.0014
Si	16.943	7.7866	27.2459	-0.0007	-0.0011	0.0023
Si	16.9682	11.5954	27.4251	0.0002	-0.0062	0
Si	16.956	0.0929	27.1302	0.0006	-0.0009	-0.0008
Si	5.3496	3.9058	27.2544	0.002	-0.0035	-0.0018
Si	5.3632	7.7614	27.1184	0.0011	-0.0009	-0.0008
Si	5.3577	11.5918	27.2027	0.0016	-0.0048	-0.0051
Si	5.3087	0.0494	27.0741	0.0002	0.0022	-0.0001
Si	7.2641	3.933	28.6164	-0.0006	0.0017	0.0007
Si	7.2781	7.8061	28.5197	0.0002	-0.001	-0.0005
Si	7.298	11.6767	28.5511	0.0013	0.0044	0.0014
Si	7.2514	0.0614	28.4791	0	-0.0016	-0.0003
Si	11.109	3.9414	28.5686	-0.0003	0.0016	0.0017
Si	11.1364	7.8257	28.5067	-0.0004	-0.0011	-0.0005
Si	11.1728	11.6874	28.5158	0.0018	0.0031	0.0008
Si	11.1311	0.0687	28.4921	0.001	-0.0016	0.0003
Si	14.9608	3.9174	28.635	0.0003	0.0016	0.0014
Si	14.98	7.8104	28.5511	0.0013	-0.002	-0.0013
Si	14.9744	11.636	28.6294	0.001	0.0042	0.0004
Si	15.0259	0.0788	28.5266	0.0005	-0.0006	0
Si	3.3895	3.8997	28.5819	-0.001	0.0012	0.0021
Si	3.443	7.7846	28.5431	-0.001	-0.0019	-0.0006
Si	3.4758	11.6267	28.6469	-0.0006	0.0028	0.0018
Si	3.4142	0.0686	28.5126	0.0005	-0.0007	0.0003
Si	7.2763	1.9693	29.9162	0.0006	0.0011	-0.0009
Si	7.2755	5.8888	29.9276	-0.0002	-0.001	-0.0007
Si	7.2831	9.7332	29.9099	0.0003	-0.0005	-0.0011
Si	7.2672	-1.8529	29.9041	-0.0007	-0.0017	-0.0009
Si	11.1422	1.9888	29.9065	0.0001	0.0007	-0.0006
Si	11.1389	5.8912	29.9082	0.0005	-0.001	-0.0005
Si	11.143	9.7487	29.8991	-0.0001	0	-0.0004
Si	11.1465	-1.8556	29.8991	-0.0001	-0.0011	-0.0008
Si	15.007	1.9739	29.9451	-0.0002	0.0002	-0.0013
Si	14.998	5.8805	29.9336	-0.0008	-0.0006	-0.0005
Si	15.0029	9.7079	29.9549	0.0001	-0.0001	-0.0009
Si	15.0031	-1.8559	29.9207	0.0001	-0.0021	-0.0005
Si	3.419	1.9726	29.9289	0.0006	0.0002	-0.0008
Si	3.4094	5.8542	29.9195	0.0001	-0.0003	-0.0004
Si	3.4278	9.6881	29.9529	-0.0001	0.0001	-0.0009
Si	3.4171	13.611	29.9218	-0.0001	-0.0013	-0.0004
Si	1.9334	-0.0023	3.4087	-0.0002	-0.0011	0.0006
Si	1.9372	3.862	3.416	-0.0002	0.0014	0.0005
Si	1.9476	7.7872	3.4314	0.0005	-0.0015	0.0007
Si	1.9339	-3.8953	3.438	0.0004	-0.0002	0.0003
Si	5.7959	-0.0158	3.3944	0	-0.0003	0.0004
Si	5.7983	3.8638	3.4119	-0.0002	0.0021	0.0008
Si	5.7998	7.7848	3.4388	-0.0002	-0.0015	0.0006
Si	5.7933	-3.9303	3.4255	0	-0.0004	0.0007
Si	9.6678	0.0162	3.3953	-0.0001	-0.0004	0.0004
Si	9.673	3.873	3.4214	0.0002	0.0019	0.0003
Si	9.6601	7.7678	3.4333	0.0001	-0.0014	0.0004
Si	9.6695	-3.9073	3.4214	0.0003	-0.0001	0.0005
Si	-1.9331	-0.0012	3.4034	0	-0.0005	0.0005
Si	-1.9327	3.8673	3.426	-0.0003	0.0015	0.0006
Si	-1.9326	7.7833	3.4377	-0.0001	-0.0018	0.0008
Si	-1.9298	-3.9024	3.437	0	-0.0002	0.0006
Si	1.9317	1.9187	4.7835	-0.0001	-0.0006	0.0005
Si	1.9799	5.831	4.7262	0.0008	-0.0008	-0.0027
Si	1.9659	9.6839	4.908	-0.0008	0.0013	0.001
Si	1.9086	-1.9431	4.7524	0	0.0007	-0.002
Si	5.8097	1.9082	4.7558	0	-0.0016	0.0002
Si	5.8112	5.8292	4.733	0.0003	-0.001	-0.0018
Si	5.7779	9.6718	4.9358	0.0007	0.0019	0.0006
Si	5.7621	-1.9773	4.7039	-0.0012	-0.0001	-0.0009
Si	9.6868	1.9314	4.785	0.0008	-0.0014	0.0005
Si	9.6783	5.826	4.7631	-0.0006	-0.0005	-0.0016
Si	9.6314	9.6674	4.887	-0.0004	0.0016	0.001
Si	9.6646	-1.9388	4.6948	0.0001	-0.0001	-0.0016
Si	-1.9329	1.9129	4.7859	-0.0002	-0.001	0.0001
Si	-1.9187	5.8357	4.7506	0.002	-0.0005	-0.0014
Si	-1.9307	9.6804	4.9155	0.0013	0.0018	0.0012
Si	-1.9306	-1.9442	4.7376	0.0001	0.0002	-0.0011
Si	-0.0039	1.9015	6.1525	0.0007	0.0002	-0.0005
Si	0.0541	5.8588	6.0506	-0.002	0.0041	0.0025
Si	0.0434	9.689	6.3094	-0.0009	0.0003	-0.0018
Si	-0.0188	-1.924	6.1184	-0.0005	0.0011	0.0019
Si	3.8864	1.8973	6.1162	-0.0002	-0.0019	-0.0003
Si	3.9019	5.849	6.1026	0.0013	0.0016	0.0023
Si	3.8608	9.6929	6.4097	0.0002	0.0008	-0.0001
Si	3.8459	-1.9915	6.0809	0.0006	0.0002	0.0012
Si	7.7407	1.9007	6.1196	0.0002	0.0008	-0.0011
Si	7.7267	5.8079	6.0922	0.0007	0.0015	0.0021
Si	7.7107	9.6783	6.3475	0.0002	0.0006	-0.0008
Si	7.712	-1.9908	5.9885	0.0001	0.0009	-0.0003
Si	-3.8525	1.9152	6.1694	0.0002	-0.0013	-0.0019
Si	-3.8479	5.8543	6.1128	0.0004	0.0016	0.0022
Si	-3.9136	9.6767	6.2896	0.0003	0.001	-0.0018
Si	-3.8819	-1.9186	6.0443	0.0002	0.0013	0.0021
Si	0.011	-0.0299	7.553	-0.0008	-0.0015	-0.0003
Si	0.0579	3.9156	7.3555	0.0008	-0.0002	-0.0007
Si	0.0821	7.6719	7.5936	-0.0005	-0.0065	0.0028
Si	0.0138	-3.765	7.6179	-0.0006	0.0005	-0.0016
Si	3.8951	-0.0748	7.4263	0.001	-0.0002	-0.0004
Si	3.9671	3.8734	7.3746	-0.0005	0.0015	-0.0012
Si	3.8694	7.6465	7.6945	-0.0009	-0.0045	0.0018
Si	3.817	-3.7206	7.7354	0.0004	-0.0002	-0.0018
Si	7.7397	-0.1074	7.3624	-0.0008	-0.0027	-0.001
Si	7.7541	3.8564	7.425	-0.0003	0.0016	0.0004
Si	7.7101	7.6321	7.6156	0.0016	-0.0042	0.0023
Si	7.672	-3.7169	7.5962	-0.0009	-0.0015	-0.0008
Si	-3.8685	-0.0595	7.5001	-0.0006	-0.0022	-0.0006
Si	-3.8058	3.9052	7.4383	-0.0015	0.0022	-0.0013
Si	-3.8696	7.6996	7.6442	0.0002	-0.0051	0.0022
Si	-3.9985	-3.745	7.5212	0.0003	0.0006	-0.001
Si	2.0042	-0.5665	8.7345	0.0001	0.0043	0.0009
Si	2.0271	4.045	8.6207	-0.001	-0.0012	0.0044
Si	1.9413	7.1586	9.0305	-0.0007	0.0002	-0.0043
Si	1.8589	-3.0042	8.9738	0	-0.0029	0.0035
Si	5.8431	-0.5586	8.6719	-0.0012	0.0025	0.0017
Si	5.8472	4.0419	8.791	0.0007	0.003	0.0041
Si	5.8083	7.1948	8.9917	0.0008	-0.0008	-0.003
Si	5.7839	-2.9994	8.8918	0.0013	-0.0014	0.0017
Si	-5.8428	-0.6252	8.6744	0.0031	0.0025	0.0012
Si	-5.765	4.0721	8.7021	0.0002	0.0027	0.0041
Si	-5.8355	7.2018	8.9159	-0.0027	-0.0034	-0.0037
Si	-5.8875	-3.0955	8.8579	-0.0002	-0.0012	0.0011
Si	-1.9513	-0.3562	8.8797	0.0003	0.0001	0.0027
Si	-1.8345	4.2504	8.6803	-0.0006	0.0032	0.003
Si	-1.8542	7.3693	8.8787	0.0014	-0.0018	-0.0047
Si	-2.0389	-3.4808	8.7721	-0.0004	-0.0028	0.0019
Si	9.2104	1.9955	31.29	0.0165	-0.1238	-0.0708
Si	9.2104	5.8627	31.29	0.0225	0.121	-0.017
Si	9.2104	9.7299	31.29	0.0414	0.0216	-0.1051
Si	9.2104	-1.8716	31.29	-0.0155	0.0525	-0.2097
Si	13.0776	1.9955	31.29	-0.1161	-0.132	0.0484
Si	13.0776	5.8627	31.29	-0.1448	0.0647	0.0344
Si	13.0776	9.7299	31.29	-0.1886	-0.0684	0.0747
Si	13.0776	-1.8716	31.29	-0.069	0.1441	-0.0502
Si	1.4761	1.9955	31.29	0.0635	-0.0774	0.0494
Si	1.4761	5.8627	31.29	-0.0176	0.0924	-0.0192
Si	1.4761	9.7299	31.29	0.0539	-0.0909	0.1035
Si	1.4761	13.597	31.29	-0.0005	0.0221	-0.0872
Si	5.3433	1.9955	31.29	0.0726	-0.1008	0.0508
Si	5.3433	5.8627	31.29	-0.0187	0.0363	0.0235
Si	5.3433	9.7299	31.29	0.2162	-0.0799	0.1258
Si	5.3433	13.597	31.29	0.0349	0.143	-0.0019
Si	9.2104	3.9291	32.6573	0.0071	0.0109	-0.0252
Si	9.2104	7.7963	32.6573	0.0313	0.0125	0.0168
Si	9.2104	-3.8052	32.6573	-0.0099	-0.0223	-0.0256
Si	9.2104	0.062	32.6573	0.0294	-0.0299	0.0194
Si	13.0776	3.9291	32.6573	-0.0316	0.0146	-0.0239
Si	13.0776	7.7963	32.6573	-0.0775	0.0187	0.0269
Si	13.0776	-3.8052	32.6573	-0.0247	-0.0014	-0.0217
Si	13.0776	0.062	32.6573	-0.0656	-0.0216	0.0279
Si	1.4761	3.9291	32.6573	0.0071	-0.0039	-0.0074
Si	1.4761	7.7963	32.6573	0.0022	0.0448	0.0324
Si	1.4761	11.6635	32.6573	0.0131	0.0062	-0.0148
Si	1.4761	0.062	32.6573	0.0001	-0.0337	0.0237
Si	5.3433	3.9291	32.6573	0.0352	0.016	-0.0149
Si	5.3433	7.7963	32.6573	0.0341	0.0488	0.0291
Si	5.3433	11.6635	32.6573	-0.0091	-0.0219	-0.0171
Si	5.3433	0.062	32.6573	0.025	-0.0382	0.0296
Si	0	1.9336	0.6857	-0.0073	-0.0088	-0.0125
Si	0	5.8008	0.6857	-0.0092	-0.0402	0.0451
Si	0	-5.8008	0.6857	0.0044	0.0171	-0.0495
Si	0	-1.9336	0.6857	-0.0102	0.027	0.0218
Si	3.8672	1.9336	0.6857	-0.0008	-0.0118	-0.0219
Si	3.8672	5.8008	0.6857	0.0055	-0.0243	0.0433
Si	3.8672	-5.8008	0.6857	-0.0201	0.0167	-0.0527
Si	3.8672	-1.9336	0.6857	0.0232	0.0125	0.0262
Si	7.7343	1.9336	0.6857	-0.026	-0.011	-0.0218
Si	7.7343	5.8008	0.6857	-0.0175	-0.0227	0.0265
Si	7.7343	-5.8008	0.6857	0.0253	0.0068	-0.0576
Si	7.7343	-1.9336	0.6857	-0.0014	0.0233	0.0126
Si	-3.8672	1.9336	0.6857	0.0178	-0.0009	-0.0219
Si	-3.8672	5.8008	0.6857	0.0128	-0.0148	0.0399
Si	-3.8672	9.6679	0.6857	0.0191	0.0115	-0.048
Si	-3.8672	-1.9336	0.6857	0.0041	0.018	0.0195
Si	0	0	2.053	0.036	0.024	-0.1185
Si	0	3.8672	2.053	0.0129	-0.0137	0.014
Si	0	7.7343	2.053	0.0403	0.2535	0.1615
Si	0	-3.8672	2.053	0.0275	-0.2365	0.1165
Si	3.8672	0	2.053	-0.0703	0.0231	-0.1752
Si	3.8672	3.8672	2.053	-0.0215	-0.0655	-0.0838
Si	3.8672	7.7343	2.053	0.0614	0.2515	0.0543
Si	3.8672	-3.8672	2.053	-0.0627	-0.2161	0.0564
Si	7.7343	0	2.053	-0.0153	0.0203	-0.1808
Si	7.7343	3.8672	2.053	0.0267	-0.0054	-0.0029
Si	7.7343	7.7343	2.053	-0.0475	0.2263	0.0957
Si	7.7343	-3.8672	2.053	-0.0279	-0.2385	0.0661
Si	-3.8672	0	2.053	0.0169	0.0265	-0.1648
Si	-3.8672	3.8672	2.053	0.0409	-0.0117	-0.0004
Si	-3.8672	7.7343	2.053	-0.0206	0.236	0.1538
Si	-3.8672	11.6015	2.053	0.0544	-0.2435	0.0804
Si	6.2424	1.6438	10.934	-0.0013	0.0005	-0.0009
Si	1.4906	-3.9626	12.1005	-0.0011	-0.0003	0.0006
Si	3.9563	-1.4792	17.7751	0.0022	0.0006	0.0019
Si	-4.4787	0.8848	13.2978	0.0003	-0.0008	-0.0008
Si	4.0116	2.0643	13.0861	0.001	0.0006	0.0002
Si	13.1896	10.8892	16.158	0.0007	-0.0017	-0.0005
Si	6.0988	-3.5017	11.1999	-0.0007	0.0013	-0.0028
Si	13.0684	-0.0358	17.0727	0.0006	0.0003	-0.0004
Si	9.1135	1.7293	15.3499	-0.0004	0.0007	-0.0013
Si	2.3379	7.781	17.4934	0.0009	-0.0002	0.0012
Si	-5.4217	8.8502	11.5875	0.0009	-0.0023	-0.0016
Si	11.3756	2.43	17.1069	0.0005	-0.0005	0.0004
Si	-1.3149	1.9485	10.8579	0.0138	-0.0032	0.0027
Si	13.286	6.3356	17.769	-0.0003	0.0015	0.0011
Si	-2.3444	9.6042	10.9573	0.0005	-0.0006	-0.0008
Si	1.6697	6.6319	14.5579	-0.0003	0.0001	-0.0036
Si	3.0806	-0.2137	15.019	-0.0008	0.002	-0.0018
Si	1.857	1.6819	10.7949	-0.0056	0.0031	-0.0011
Si	0.0985	0.5539	15.6151	0.0002	-0.0005	-0.0012
Si	-1.8525	2.339	13.9079	0.0002	-0.0038	0.0042
Si	9.3619	1.6542	10.8372	0.0023	0.0026	-0.0021
Si	5.5369	-3.6542	16.2053	0.0006	0.0006	-0.0016
Si	2.2018	8.484	11.9845	0.0012	-0.002	-0.0021
Si	9.2139	-3.6372	11.1683	0.0005	0.0023	-0.0001
Si	4.1274	-2.8244	13.4938	0.0012	0.0008	-0.0013
Si	-0.6762	4.8579	15.4329	-0.0001	-0.001	-0.0008
Si	6.3897	7.2923	14.3156	-0.0001	-0.0012	-0.0029
Si	10.8151	9.4813	21.3612	-0.0027	0.0023	-0.0006
Si	15.3255	8.3144	19.3312	-0.0013	0.0002	0.0001
Si	16.7274	2.9396	17.0939	0.0004	-0.0012	0.0006
Si	2.3691	1.8508	21.7521	-0.0021	0.0033	-0.0018
Si	-1.4302	-4.0197	13.152	-0.001	0.0004	-0.0015
Si	11.0248	-2.2537	16.0896	0.0005	0.0001	-0.0013
Si	6.8184	7.7229	22.3153	0.0007	0.0015	0.0018
Si	3.6199	7.549	22.5424	0.0003	0.0016	0.0017
Si	4.2271	3.2807	16.8702	0.0011	-0.0006	0.0014
Si	9.6054	7.2305	14.3686	0.0006	-0.0017	-0.0013
Si	14.7218	11.2486	18.8003	0.0005	-0.0007	0.002
Si	8.1858	-2.7886	17.5381	-0.0003	-0.0012	0.0008
Si	12.0636	-3.6772	20.0826	0.004	-0.0032	-0.0007
Si	5.4013	8.8398	11.7621	-0.0001	-0.0002	-0.002
Si	-5.4804	4.5155	15.5667	-0.0003	-0.0001	-0.0022
Si	12.0887	-1.0911	21.5886	0.0008	0.0013	-0.0019
Si	14.9191	7.9353	22.4155	-0.0009	0.0004	0.0016
Si	12.9527	4.6941	20.3687	-0.0004	-0.002	0.0013
Si	6.826	1.9397	17.1772	0.0002	0.0001	-0.0003
Si	5.2513	8.7465	16.9644	-0.0002	-0.0003	0.0002
Si	11.2392	8.4789	16.8102	0.0015	-0.001	0
Si	7.4022	-0.0259	22.2258	-0.0008	0.002	0.0006
Si	8.2224	4.7063	18.0827	0	-0.0011	0.0012
Si	14.9164	2.41	21.4443	0.0009	0.0003	0.001
Si	10.2211	1.0607	21.7896	0.0006	0.0013	0
Si	10.3676	3.3333	19.8755	0.0002	0.0001	0.0009
Si	12.1554	7.1085	22.0279	0.0019	0.0009	0.0008
Si	3.4591	6.2764	19.9057	0.0005	-0.0027	0.0001
Si	16.8106	-2.121	19.5616	-0.0003	-0.0008	0.0025
Si	14.3328	-0.2429	19.9015	-0.0011	-0.0009	0.0004
Si	4.4211	4.9391	14.4341	0.0006	-0.0006	-0.0029
Si	1.7722	-1.2035	22.3873	-0.0006	-0.004	0.0022
Si	-4.0448	-2.1524	13.0155	0.0011	0.0001	-0.0017
Si	2.9153	3.4799	19.4947	0.0008	0.0011	0.0017
Si	6.4098	7.0311	19.3579	-0.001	-0.0013	-0.0003
Si	9.7886	10.4458	18.8295	-0.0006	-0.0001	0.0026
Si	6.6581	-0.4968	19.1317	-0.0006	-0.0011	-0.0001
O	2.2165	2.8699	9.7505	-0.0006	-0.004	0.0032
O	3.6118	-1.3946	14.0457	0.0008	-0.0016	-0.0009
O	15.7746	4.0809	16.47	-0.0005	0.0003	0
O	1.9625	5.5314	9.3469	0.0004	0.0012	0.0005
O	1.8657	7.7898	10.5481	-0.0005	-0.0014	-0.0013
O	1.7291	-3.3268	10.6076	0.0008	0.0033	-0.0056
O	1.4039	-5.5754	11.9725	-0.0019	0.0016	0.0023
O	5.8209	2.9513	10.0332	-0.0002	0.0019	-0.002
O	-1.5449	-4.4068	14.7231	0.0007	0.0001	-0.0006
O	-3.8592	-0.5405	12.7934	0.0004	-0.0001	0.0012
O	5.8041	8.0051	10.4237	0.0001	-0.0011	0.0002
O	3.8123	8.7068	12.0863	0.001	-0.0003	0.0022
O	9.5556	0.2004	10.1174	-0.0004	-0.0032	-0.001
O	9.2294	3.2775	14.7965	-0.0002	-0.0004	0.0016
O	9.6793	5.5983	9.3627	-0.0004	0.0013	-0.0011
O	14.3677	7.3169	18.4833	0.0014	0.0014	0.0007
O	-3.3594	1.7134	14.1838	-0.0008	-0.0012	0.0003
O	-1.9856	0.5865	10.2432	-0.003	-0.0093	-0.0036
O	-1.7011	3.1868	9.9035	0.0006	0.0032	-0.0062
O	-1.8805	5.7737	9.3462	-0.0002	0.0016	0.001
O	9.2307	4.3246	19.2987	0.0005	0.0002	-0.0012
O	-1.6673	8.301	10.2436	-0.0001	-0.0013	0.0014
O	-1.6489	-5.4373	12.3595	-0.0006	-0.0009	-0.0002
O	5.1156	-2.6308	12.1975	0.0013	0.0006	-0.0016
O	4.7732	4.5289	15.9796	0.0002	0.0014	-0.0009
O	-5.0015	1.7565	12.027	-0.0015	0	-0.0006
O	15.7086	-0.9396	19.4122	0.0012	-0.0005	-0.0014
O	-5.8096	0.6658	14.244	0.0007	-0.0008	0
O	2.9937	5.7086	14.3886	0.0002	-0.0003	0.0014
O	12.0124	-3.4975	16.4065	-0.0014	0.0006	0.0006
O	2.6331	-1.7459	18.6658	-0.0019	-0.001	0.0006
O	2.6741	1.9544	12.1629	-0.0066	-0.001	-0.0052
O	4.1414	3.6904	18.4409	-0.0007	0	-0.0012
O	14.4066	11.1146	17.2145	0.0006	-0.0003	-0.0001
O	4.4561	-2.9058	17.1671	0.0007	-0.0023	-0.0009
O	14.4551	1.8492	22.9275	-0.0001	0.0002	0.0001
O	-0.622	1.3879	14.4092	-0.0006	0.0002	0.0005
O	3.1147	-1.459	23.2844	0.0041	-0.0023	0.008
O	1.893	0.3046	21.7977	-0.0015	-0.0005	-0.006
O	16.0127	1.5002	16.8728	-0.0002	-0.0008	0.0001
O	3.628	8.736	17.1931	0.0003	-0.0002	-0.0008
O	3.0641	7.4375	21.0005	-0.0002	0.0011	0.0013
O	13.0826	6.0553	21.2294	0.0005	0.0036	0.0006
O	11.7977	-0.8883	16.5282	0.0005	0.0002	0.001
O	7.9884	7.1103	14.5762	-0.0007	0.0005	0.0013
O	9.2446	-5.1993	11.7029	-0.0006	0.0017	0.0004
O	14.9949	4.097	24.0637	0.0001	0.0007	0.0003
O	9.6375	2.2452	20.8399	0.0001	-0.0013	0.0001
O	14.6596	9.7826	19.4818	-0.0005	-0.001	-0.0016
O	5.2536	2.0263	16.768	0	-0.0003	0.0002
O	9.0252	0.019	22.1324	0	-0.002	-0.0007
O	7.6702	-1.7052	18.6613	-0.0002	0.0009	-0.0002
O	8.4722	11.2336	18.2756	-0.0002	-0.0003	-0.0009
O	14.1225	3.7153	20.9009	0.0006	-0.0013	-0.001
O	7.0883	0.8766	18.3712	0.0001	-0.001	0.0001
O	14.6764	1.2882	20.3014	0.0008	0.0018	-0.0007
O	11.0342	11.5037	18.8587	-0.0009	-0.0007	-0.0049
O	-3.8802	9.2159	11.2697	0.0004	0	0.0016
O	5.8057	-5.0806	11.5032	0.0002	-0.0001	0.0012
O	3.0409	8.8726	23.3049	-0.0002	-0.001	-0.0042
O	11.231	6.4814	23.2036	0	-0.0014	0.0041
O	6.9407	1.341	23.0257	0.0001	-0.0003	-0.0031
O	2.8709	4.8357	20.4026	-0.0001	0.0005	-0.0019
O	3.3005	2.2436	23.0197	0.0046	-0.0011	-0.0021
O	11.15	4.0055	24.0946	0.0012	0.0025	0.0006
O	15.3617	6.6056	23.2603	-0.0003	-0.0015	0.0027
O	10.9142	1.6172	23.1412	0.0011	-0.0015	-0.005
O	11.7501	-1.1918	23.1792	-0.0028	-0.0034	0.0085
O	5.0834	6.2156	19.8315	0.0002	0.0002	-0.0016
O	3.3645	11.4934	24.0201	0.0016	0.0051	0.002
O	13.5519	-3.3406	19.5275	0.0002	-0.0005	-0.0018
O	3.2374	2.1651	20.4051	-0.0004	-0.0009	-0.0011
O	15.8515	-1.3201	23.2647	-0.0041	-0.0029	0.0069
O	9.4413	8.0311	10.3216	0.0001	-0.0003	0.0011
O	10.5521	9.5071	22.972	-0.003	-0.0017	-0.0065
O	16.4991	2.7882	21.632	-0.0007	0.0006	-0.0022
O	7.3134	3.4119	17.6884	0.0001	-0.0001	-0.0003
O	-2.5921	-2.8971	12.83	-0.0001	-0.0004	0.0013
O	11.1912	7.9301	21.0004	0.0022	-0.0047	-0.002
O	14.4201	-0.4485	16.2267	0.0001	-0.0002	-0.0001
O	7.0165	-1.3465	23.094	0.0015	-0.002	0.0047
O	7.2345	3.8886	23.876	0.0007	0.0034	0.0015
O	9.0577	5.1485	16.7544	-0.0003	0.0001	0.0003
O	7.4072	9.084	23.0179	-0.0007	-0.0011	-0.0045
O	7.3	11.6157	23.894	0.0004	0.0074	0.0012
O	11.4691	4.1397	20.7527	-0.0003	-0.0009	-0.0012
O	11.3687	0.2405	20.9829	-0.0005	-0.0008	-0.0003
O	11.2437	2.6253	18.7067	-0.0001	0.0005	0
O	13.8289	5.8249	16.3196	0.0001	0.0001	-0.0008
O	10.2274	9.2049	17.8696	-0.001	0	0.0004
O	7.1302	7.6518	20.7046	0.0006	0.0005	0.0012
O	-4.7063	-2.3388	14.4882	-0.0001	-0.0002	-0.0006
O	4.9936	-3.592	14.6603	0.0009	-0.0012	0.0025
O	13.0681	5.0523	18.7728	0.0001	-0.0027	0.0001
O	11.2128	-3.6771	23.9998	0.0012	0.0055	-0.0008
O	15.5028	9.2801	23.1271	0.0004	-0.0008	-0.0038
O	1.751	-2.256	21.1387	-0.0002	-0.0011	-0.0009
O	0.0638	-3.445	12.752	0.0019	-0.0004	0.001
O	16.696	8.5119	18.4479	0.0002	-0.0001	-0.001
O	-2.2062	-4.5549	10.0032	0.0009	0.0037	-0.002
O	15.1193	-3.7631	24.0192	-0.0015	0.0057	0.0013
O	2.7197	2.9044	16.3522	-0.0003	-0.0004	-0.0008
O	12.0818	10.4746	21.0467	0.0036	-0.0022	0.0006
O	5.2236	7.7333	22.5606	-0.0001	-0.0012	-0.0013
O	3.5991	-0.4542	16.5504	-0.0003	0.0017	0.0001
O	1.6721	7.6713	13.299	-0.0002	-0.0005	0.0025
O	-1.5961	3.8255	14.548	-0.0004	0.0013	0.0009
O	5.957	0.2595	10.1164	-0.0002	-0.0038	-0.0023
O	7.5872	1.4317	15.8136	0	-0.0001	0.0006
O	2.2257	0.2003	10.2072	-0.0011	0.0012	0.0008
O	3.233	6.1352	23.2609	-0.0005	-0.001	-0.0018
O	13.2798	-0.3109	18.6588	0.0004	-0.0004	0.001
O	7.0202	-2.9686	16.3923	0.0001	-0.0002	0
O	6.0142	8.2289	18.3164	0.0006	-0.0011	0
O	16.1714	-3.5236	19.0266	0.0005	-0.0001	-0.0012
O	5.6907	10.2726	16.6692	0.0003	-0.001	0.0001
O	11.3366	3.862	16.2816	0.0001	-0.0003	0.0005
O	5.8233	5.5836	9.4144	-0.0002	-0.0006	-0.0011
O	2.7715	-3.6311	13.0607	-0.0028	-0.0018	0.0005
O	-1.9785	-1.9374	9.4026	0.0004	0.0013	-0.0015
O	3.732	1.1499	14.4047	0.0001	0.0001	0.001
O	5.6507	5.8823	13.9138	0.0005	0.0012	0.0028
O	13.2943	8.1293	22.6109	-0.0001	-0.0014	-0.0012
O	12.7457	1.5698	16.8644	-0.0007	0.0001	0.0002
O	1.706	7.3372	16.0487	-0.0006	-0.0002	-0.0004
O	5.115	-0.858	18.74	0.001	0.0002	-0.0006
O	-5.5505	7.9324	12.9273	0.0002	0.0007	0.0009
O	6.2297	8.3218	13.0627	0.0003	-0.0004	0.0027
O	9.5675	9.9139	20.3785	0.0007	-0.0007	-0.0006
O	7.6798	-3.1228	11.5209	0.0018	-0.0007	0
O	9.6876	2.9176	9.8683	-0.0003	0.0004	-0.0014
O	-1.8753	2.3925	12.2962	-0.0001	0.004	0.001
O	13.6732	-0.9711	21.2168	-0.0012	-0.0012	0.0005
O	11.469	-2.4091	20.8843	-0.0039	0.008	0.004
O	10.0423	1.5879	16.6868	0.0003	-0.0003	0
O	-5.2096	5.7166	14.491	0.0002	0.0006	0.0017
O	2.8507	6.5194	18.404	0.0003	0	-0.0004
O	7.4281	6.4045	23.0696	-0.0006	-0.0015	0.0034
O	0.2679	1.7121	11.0598	0.0006	0.004	-0.0044
O	5.6639	7.8342	15.6749	0.0004	-0.0003	-0.0002
O	15.4815	7.7878	20.8807	0.0001	-0.0011	0.0007
O	12.4976	9.4185	16.3415	0.0008	0.0006	0.0003
O	11.8796	7.1355	17.4993	-0.0005	0.0002	-0.0005
O	6.7467	-0.2049	20.7414	0.0009	0.0002	0.0004
O	-5.1607	8.1389	15.5199	-0.0015	-0.0009	-0.0018
O	1.5092	3.2501	18.6747	0.001	0	0.0004
O	-5.1176	-2.7616	11.9532	-0.0016	-0.0017	0
O	1.4297	-0.1855	15.0216	-0.001	0.0003	0.0012
O	0.2844	5.7586	14.4551	0.0015	0.0014	0.0001
O	7.8166	1.7569	11.3665	-0.0001	0.0002	0.0024
O	4.2872	3.6113	13.5105	0.0001	-0.0002	0.0013
O	5.3393	1.5715	12.2831	0.0028	-0.0004	-0.0005
O	7.3692	5.9842	18.5766	-0.001	0.0013	-0.0001
O	9.5727	-2.2972	16.8275	-0.0002	0	0.0003

Results
free energy: -270674.953 eV
free energy less fixed offsets of O -568.88, Si -635.61 eV per atom: -11.753 eV

The program warned: the cutoff lies below the one the program advises for these potential files; the forces do not sum to zero within the program's tolerance; the exchange-correlation potential is rough where the density is thin.
